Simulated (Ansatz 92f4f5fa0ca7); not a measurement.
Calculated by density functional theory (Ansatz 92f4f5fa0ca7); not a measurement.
Periodic cell of 244 atoms, Si164O80, from a study of silicon, its oxide and their interface. The atomic structure is a simulated model.
Doubt: the cutoff is far below the 930 eV that the study's wrapper takes by default for these files, so forces and energies are approximate.

Settings
functional: PBE
potential files: Ansatz PAW
basis: plane waves
wave-function cutoff: 580 eV
density cutoff ratio: 5
exchange-correlation grid ratio: 1
k mesh: 1 x 1 x 1, Gamma-centred
self-consistency stop: 5e-08 eV per atom in the density residual
occupations: fixed
spin: none
net charge: 0

Cell vectors (angstrom)
a  10.938  0  0
b  0  10.938  0
c  0  0  37.2163

Atoms and the computed forces on them: element, x, y, z (angstrom), force x, y, z (eV/angstrom)
Si  0  0  0.683  0.0727  -0.0016  0.047
Si  5.469  0  0.683  -0.0195  -0.0132  -0.0673
Si  2.7345  2.7345  0.683  0.0362  -0.0404  -0.0486
Si  8.2035  2.7345  0.683  -0.044  0.0372  0.0501
Si  0  5.469  0.683  0.036  -0.0139  -0.0826
Si  5.469  5.469  0.683  0.0348  -0.0001  0.0611
Si  2.7345  8.2035  0.683  0.0658  -0.0121  0.0581
Si  8.2035  8.2035  0.683  0.0321  -0.0469  -0.0562
Si  1.3673  1.3673  2.0503  0.0741  0.0228  0.1545
Si  6.8362  1.3673  2.0503  -0.1027  -0.2834  -0.2235
Si  4.1018  4.1018  2.0503  -0.1517  -0.2645  0.0189
Si  9.5708  4.1018  2.0503  0.2898  0.0536  -0.18
Si  1.3673  6.8362  2.0503  -0.2291  -0.202  -0.2519
Si  6.8362  6.8362  2.0503  0.2114  0.1704  0.0162
Si  4.1018  9.5708  2.0503  0.1304  0.2048  -0.1965
Si  9.5708  9.5708  2.0503  -0.0533  -0.1102  0.1776
Si  2.7345  0  35.1648  0.0315  0.0437  0.0065
Si  8.2035  0  35.1648  -0.1446  0.041  0.0552
Si  0  2.7345  35.1648  -0.0239  0.0761  -0.2238
Si  5.469  2.7345  35.1648  -0.1519  0.1512  0.165
Si  2.7345  5.469  35.1648  0.0179  0.0058  -0.0856
Si  8.2035  5.469  35.1648  -0.0008  0.035  0.0539
Si  0  8.2035  35.1648  0.0336  0.1211  0.267
Si  5.469  8.2035  35.1648  0.0486  -0.0048  -0.2272
Si  4.1018  1.3673  36.5321  -0.0071  0.0184  -0.005
Si  9.5708  1.3673  36.5321  -0.0073  -0.0143  -0.0062
Si  1.3673  4.1018  36.5321  -0.0126  0.0253  -0.0134
Si  6.8362  4.1018  36.5321  0.0069  -0.0249  -0.001
Si  4.1018  6.8362  36.5321  -0.0697  0.0352  -0.009
Si  9.5708  6.8362  36.5321  -0.0122  -0.0096  -0.0063
Si  1.3673  9.5708  36.5321  -0.0471  0.0018  0.0075
Si  6.8362  9.5708  36.5321  -0.0695  0.0653  0.0133
Si  2.176  3.0137  27.0764  0.0479  -0.0422  -0.0433
Si  8.1527  -5.389  29.4524  -0.0074  0.0091  0.0187
Si  2.743  6.4015  20.0025  -0.0064  0.0001  0.0044
Si  7.7157  -2.0956  26.9762  -0.0035  0.0021  0.0764
Si  -0.2668  0.5939  27.2033  -0.0102  -0.0274  0.0117
Si  0.559  4.8854  26.9868  0.0002  0.0439  0.0124
Si  3.2102  7.8637  27.2113  0.0137  -0.1214  0.0303
Si  8.6991  13.0813  27.0719  0.0153  -0.0042  0.0647
Si  -1.4229  1.4385  31.1629  0.0154  0.0049  0.0254
Si  4.2925  -0.0929  20.4474  0.007  -0.0208  -0.0189
Si  4.1238  1.4601  31.0378  0.0155  0.0141  -0.0015
Si  9.3305  8.1486  24.3955  0.0059  -0.0135  0.0064
Si  1.2376  1.5754  28.7046  0.0098  0.0028  -0.0347
Si  6.7094  7.0877  28.2421  0.0087  0.0003  -0.0128
Si  -1.3736  9.7113  28.2553  0.0064  -0.0097  0.0015
Si  14.7007  10.129  26.403  0.0545  0.1155  0.1041
Si  2.5884  0.0956  29.914  -0.007  -0.1363  0.005
Si  6.8876  1.223  28.3258  -0.0069  -0.0388  -0.0101
Si  -4.7837  -0.2318  26.5475  -0.0329  0.0256  -0.0822
Si  7.3376  6.9565  22.4945  0.0266  0.0138  -0.007
Si  5.4463  2.7589  29.4721  -0.0229  0.0017  0.0267
Si  11.6032  1.3546  23.0891  -0.0219  -0.0312  -0.0135
Si  -0.14  2.9457  29.9115  -0.0339  -0.02  -0.0214
Si  3.8639  9.5478  28.6772  -0.0914  0.1102  0.0858
Si  4.9182  6.1736  26.9397  0.0155  0.0244  0.0005
Si  8.2518  0.0081  29.8012  -0.0238  0.0026  -0.0264
Si  1.3793  4.2358  31.1194  0.0244  -0.0126  0.0263
Si  6.8077  4.1463  30.8872  0.0074  0.001  0.0179
Si  4.1136  6.9001  31.067  -0.0036  0.0061  0.0161
Si  9.5381  6.8574  30.9283  -0.0043  -0.0032  -0.0009
Si  1.2405  9.5543  31.1045  0.0528  0.0105  -0.0605
Si  6.9075  9.6293  31.181  -0.0366  0.0101  0.0093
Si  -0.0701  0.0159  32.4785  0.0262  0.0223  -0.0027
Si  5.4695  0.0669  32.4428  -0.0153  -0.0017  0.0172
Si  2.7286  2.7848  32.4301  0.0051  -0.008  0.0086
Si  8.1204  2.8155  32.4184  -0.0103  0.0112  0.0059
Si  -0.0327  5.5647  32.4244  -0.02  -0.0003  0.0028
Si  5.4739  5.4782  32.3738  0.0128  -0.0068  0.0029
Si  2.7022  8.2262  32.4285  -0.01  0.0005  0.0055
Si  8.2279  8.1751  32.4421  0.003  -0.0181  0.0043
Si  1.3742  1.3655  33.7892  -0.022  0.0182  0.0048
Si  6.8343  1.4036  33.8135  0.0065  -0.0021  0.0013
Si  4.1215  4.1202  33.7879  -0.0069  -0.0016  0.0066
Si  9.5639  4.1279  33.7767  -0.0023  0.0008  0.0026
Si  1.363  6.8649  33.8124  0.0155  -0.0121  0.0014
Si  6.8365  6.8142  33.786  -0.0077  0.0027  0.0027
Si  4.0975  9.5894  33.7824  0.007  0.0029  0.0043
Si  9.555  9.5563  33.8262  -0.0022  -0.009  -0.0031
Si  2.7426  -0.0191  3.4244  0.0007  0.006  -0.007
Si  8.1833  -0.0057  3.4219  0.0057  -0.0057  -0.0017
Si  -0.0088  2.7296  3.4258  0.0028  -0.0025  -0.0067
Si  5.4453  2.6726  3.4034  -0.0097  -0.0008  0.0023
Si  2.6798  5.4286  3.3907  -0.0002  -0.0107  0.0037
Si  8.2555  5.4875  3.3991  -0.0007  0.0086  0.0018
Si  -0.0021  8.1641  3.4238  -0.0092  0.0071  -0.0017
Si  5.507  8.2568  3.3952  0.0111  0.0005  0.0014
Si  4.1216  1.2892  4.8547  0.0097  -0.0014  -0.0043
Si  9.5666  1.3405  4.7689  -0.0058  0.0078  -0.0062
Si  1.3443  4.0658  4.8456  -0.0015  0.0082  0.0007
Si  6.9148  4.021  4.6259  0.0113  -0.0116  0.0036
Si  4.0952  6.8391  4.5912  -0.0006  0.0063  0.0011
Si  9.6117  6.8077  4.8715  0.0053  -0.0041  -0.0059
Si  1.4082  9.4959  4.7551  0.0046  -0.0009  -0.0025
Si  6.8638  9.5855  4.8698  -0.0096  -0.0022  -0.0082
Si  -0.0052  -0.089  6.0505  -0.0062  0.0001  0.0169
Si  5.497  -0.034  6.3383  -0.0052  0.002  -0.0184
Si  2.7345  2.6701  6.1784  0.0002  -0.0004  -0.0158
Si  9.4952  4.0389  7.6494  0.008  0.0131  -0.021
Si  0.0164  5.4176  6.3106  -0.0027  -0.0098  -0.0162
Si  5.5134  5.446  5.7498  -0.0067  -0.0027  0.0237
Si  2.8301  8.1168  6.079  -0.0179  0.0037  0.0127
Si  8.2467  8.2057  6.2296  0.006  0.007  -0.0096
Si  -2.4438  0.3737  11.2389  0.0008  -0.017  0.0338
Si  8.2005  2.7304  6.1283  0.0076  -0.0055  -0.0067
Si  4.2471  4.1585  7.1816  0.0093  -0.0063  0.0386
Si  8.1988  9.613  17.9822  0.0003  0.0196  -0.0269
Si  3.3954  5.7954  8.6113  0.0329  0.0309  -0.0135
Si  5.1644  7.4885  8.7702  -0.0312  -0.0003  0.0289
Si  -1.2957  9.5806  7.6097  -0.0043  -0.0063  0.0011
Si  12.2134  13.8934  13.2799  -0.017  -0.0068  0.0001
Si  4.6941  4.1121  10.5928  -0.0221  0.017  0.011
Si  12.0231  -2.8068  11.765  -0.0191  0.0001  0.0102
Si  5.0625  5.9623  14.6776  -0.0078  -0.0035  -0.0007
Si  1.5087  6.7964  7.5527  -0.0028  0.0043  0.0014
Si  0.2574  5.8704  24.8578  -0.025  0.0269  -0.0579
Si  6.8753  1.4508  7.6342  0.0084  -0.0151  -0.0087
Si  0.5709  8.5982  8.7468  0.0279  0.014  -0.0198
Si  5.8997  3.3693  8.6768  -0.0096  0.0208  0.001
Si  7.613  4.0313  21.4481  -0.0027  -0.0042  -0.0115
Si  14.8456  -4.0919  17.436  0.0042  0.0193  -0.0072
Si  -3.3215  5.1042  8.7089  0.0254  -0.014  0.0284
Si  8.9952  -0.2326  22.8984  0.0678  -0.036  -0.0871
Si  8.6668  11.3947  8.8381  -0.0016  0.0145  -0.0105
Si  12.2729  12.1548  7.4554  -0.0111  -0.005  0.0239
Si  -1.2637  7.0239  17.8859  -0.0055  0.015  -0.0025
Si  3.9217  12.6892  12.6005  0.0166  -0.0116  0.0111
O  19.0541  3.9478  15.782  -0.0037  0.0031  -0.0081
O  -12.8601  5.669  18.5138  0.0022  -0.0084  -0.0048
O  -0.2866  6.5287  16.6682  0.0003  0.001  0.0102
O  30.9366  9.8972  11.8324  -0.0074  0.0099  0.0003
O  23.2155  5.6829  19.5724  0.0096  0.0108  -0.0062
O  -1.4214  1.6019  11.6541  0.0088  0.0136  -0.0009
O  7.2007  -9.1956  17.1375  -0.0019  0.0135  0.0098
O  0.5311  9.5992  20.7294  -0.001  0.0035  0.0153
O  33.9658  -0.7751  18.2983  -0.0037  -0.0027  0.0058
O  4.7158  -2.6841  17.4923  -0.0058  -0.0072  0.0062
O  14.0028  -0.8417  16.4997  -0.0026  -0.0061  0.0075
O  -2.5599  10.0733  21.5288  -0.0093  -0.0181  -0.0263
O  -0.3501  7.8799  18.9561  -0.005  0.0004  -0.002
O  -1.3908  -9.2684  16.162  -0.0032  0.0082  0.0055
O  -13.8762  14.5904  19.9084  0.0035  0.0031  0.0106
O  8.1838  -2.7919  25.5473  -0.005  -0.025  -0.0278
Si  -15.1217  12.2493  13.531  0.0005  0.0013  0.0138
Si  9.6256  -1.5691  13.2735  0.0206  -0.0013  0.0158
Si  21.4028  2.1279  8.6881  0.0087  -0.0029  -0.013
Si  -0.3703  -9.9243  15.0721  -0.0071  -0.0152  0.0025
Si  -10.9511  -2.7273  29.5328  -0.0115  0.0118  0.0333
Si  -25.8197  -12.3485  20.8553  0.0103  -0.0031  -0.0074
Si  -10.1198  -17.6108  20.1698  0.0004  0.0007  -0.0158
Si  34.9645  -26.8447  13.528  -0.0047  0.0062  -0.008
Si  1.0497  29.1764  16.1449  -0.0076  0.0064  -0.0058
Si  5.1656  -18.6598  23.1769  0.0005  -0.0174  0.0249
Si  16.4462  8.3485  29.8296  -0.0057  -0.0224  -0.0774
Si  -4.3554  17.3564  10.5312  -0.0284  -0.0212  -0.0259
Si  -1.3491  -6.8645  28.1749  -0.0168  -0.0018  0.0011
Si  4.032  -6.7478  28.1026  -0.0069  -0.0027  0.0031
Si  13.3053  10.6799  10.9252  0.0172  -0.0229  0.0529
Si  6.9617  12.1786  24.8331  -0.0207  -0.0442  0.0872
Si  9.0939  4.0243  18.7306  -0.0017  -0.0009  0.0237
Si  18.0088  11.1688  16.4594  0.0191  -0.0136  0.0465
Si  -2.4513  2.7418  16.8303  -0.0003  -0.021  -0.0029
Si  23.872  8.9984  21.1723  -0.009  -0.0103  -0.0088
Si  16.0692  6.0846  24.5558  -0.0037  -0.0003  -0.0302
Si  -8.147  -5.4313  29.6818  0.0312  -0.0118  0.0195
Si  -18.9831  -8.5915  21.3017  -0.012  0.0067  0.0124
Si  -19.2716  17.6712  22.9765  0.0073  0.0007  -0.0122
Si  12.3469  -15.1197  28.2435  -0.0288  0.0414  -0.0092
Si  2.29  21.2723  8.6488  0.0095  0.0013  -0.0366
Si  21.8389  -12.3979  19.1895  0.0019  0.0072  -0.0112
Si  26.2623  -1.0947  17.4091  0.0184  0.022  -0.0073
Si  10.2282  3.9492  22.9077  -0.0061  -0.0236  -0.0101
Si  10.9723  12.8246  10.9344  -0.0001  -0.0131  0.0206
Si  15.0988  9.3651  7.6138  -0.0021  0.0184  -0.0182
Si  6.7592  -4.2312  7.2364  0.0053  -0.0081  0.0097
Si  -3.5395  4.1996  14.3376  0.0082  -0.0169  0.0068
Si  1.7851  0.8176  25.8941  0.0409  0.0572  0.1259
Si  1.4642  10.1744  16.6992  0.0073  0.0161  -0.0083
Si  40.3597  -14.8285  13.3886  0.0225  0.0161  0.025
O  0.0673  13.1899  14.1101  0.0147  0.0086  -0.0043
O  -19.553  -3.8645  17.1271  0.0007  -0.0059  -0.0061
O  -9.233  -4.2829  12.1112  0.007  0.0051  0.011
O  4.2033  -22.414  18.907  0.0013  -0.0062  0.0041
O  12.582  23.3254  21.8116  0.0247  -0.0005  0.0002
O  -8.43  -2.9247  19.9712  0.0023  -0.0082  0.0063
O  7.1509  -12.5024  19.237  -0.0029  -0.0012  0.0111
O  11.0015  -13.3047  12.9495  -0.0038  0.0012  0.0069
O  -35.2002  -2.6812  13.8702  -0.0041  -0.009  -0.0093
O  -27.2643  -0.2976  16.6348  -0.028  -0.0144  0.0169
O  8.1238  5.5103  13.6424  -0.0031  0.0017  0.0017
O  1.6274  4.4546  13.7509  -0.0013  -0.0025  0.004
O  -7.2757  2.9663  22.598  0.0008  -0.001  0.006
O  -7.0217  -25.8305  23.9003  0.0041  0.0009  0.0134
O  -5.9212  4.5126  24.1402  -0.0018  0.0144  0.0044
O  13.1416  -7.5285  20.2834  0.0036  -0.0029  -0.0042
O  23.4719  -5.0997  23.8963  -0.0192  -0.0035  0.0139
O  14.5985  11.4779  11.5346  -0.0106  0.0072  -0.0066
O  -14.3358  -5.2874  21.5593  -0.0011  -0.009  0.0016
O  -1.27  9.6749  23.9691  0.0409  -0.061  0.0769
O  22.672  3.1043  11.7173  -0.0021  -0.0136  -0.0028
O  -0.6939  22.5783  22.4997  0.0572  0.0304  -0.0173
O  -5.2594  -8.934  24.1458  -0.0511  0.0477  -0.0356
O  11.6351  -2.0493  16.0561  0.0026  -0.0129  0.0002
O  17.4132  28.534  23.8357  -0.0123  -0.0083  0.0205
O  13.5202  12.94  13.4815  -0.0154  0.0077  0.0029
O  -18.1091  -4.8862  13.6986  0.0061  -0.0012  0.0169
O  -7.5996  4.9073  10.0474  -0.042  -0.036  0.0038
O  -9.0703  -13.7332  22.5645  0.0062  -0.0127  0.0199
O  27.6307  21.4941  21.1029  0.0013  0.0057  0.013
O  18.1977  -10.5226  14.8156  -0.0008  0.0024  -0.0306
O  7.3135  7.2363  11.7628  -0.0132  -0.017  -0.0448
O  -10.8304  4.5162  21.6146  -0.0075  0.0057  0.0214
O  -15.24  -2.8432  21.5573  0.0002  -0.0014  0.0007
O  10.003  -5.8447  24.0324  0.0136  0.0198  0.0388
O  3.0832  -15.8809  21.5705  0.0033  -0.0025  0.0103
O  -1.0101  -0.2872  14.2758  0.0052  0.0013  -0.0059
O  28.0091  -3.7951  14.2402  -0.0077  -0.0006  0.0093
O  -7.0072  -15.7846  18.9054  0.002  -0.0091  0.0055
O  -8.6264  -12.6554  11.6898  0.0015  0.0119  -0.0104
O  17.1205  -7.5287  21.909  -0.0017  -0.007  0.0029
O  11.8838  -10.4078  11.2184  -0.0104  0.0002  0.0137
O  16.5879  5.2728  11.2868  0.0486  0.0141  0.0419
O  19.7009  3.4197  22.4402  0.0065  -0.0061  0.0158
O  -14.1114  -21.3481  23.6112  -0.0703  0.0604  -0.0288
O  36.8033  -20.3768  20.4688  0.0041  0.0028  0.004
O  41.6098  18.3782  23.0298  -0.0126  -0.0143  -0.0012
O  1.4224  17.7575  14.6749  -0.0003  0.0003  0.0224
O  0.3099  -35.6567  10.3219  -0.0065  -0.015  0.0302
O  -5.8072  -9.5441  13.6172  0.0019  0.002  -0.0081
O  -7.773  -0.8346  21.3659  -0.0015  0.0018  0.0095
O  10.6377  -18.2562  19.1702  -0.0018  -0.0051  0.0024
O  21.6068  7.4291  24.9956  0.0236  -0.0309  0.0001
O  -5.1288  4.5258  14.5121  -0.0017  0.0085  0.0001
O  29.8952  13.2614  25.5411  0.0065  0.0432  -0.0224
O  -14.4114  2.794  13.5119  -0.0034  -0.0007  -0.0011
O  28.9749  11.5883  12.0686  0.0164  0.0072  -0.0083
O  20.4788  10.2675  18.717  0.0017  -0.0011  0.0113
O  -20.3937  22.4707  24.2765  -0.0133  -0.0235  -0.0722
O  15.5489  -4.9412  16.2469  -0.0077  0.0013  0.0075
O  -24.2753  40.9196  17.3694  0.0072  -0.0179  -0.0017
O  11.8723  11.4857  15.9211  -0.0049  -0.003  0.0022
O  0.2042  13.7553  23.6463  -0.0108  0.0279  0.0313
O  4.253  35.924  11.7804  0.0242  0.026  -0.0509

Results
free energy: -149751.436 eV
free energy less fixed offsets of O -568.88, Si -635.61 eV per atom: -0.996 eV

The program warned: the cutoff lies below the one the program advises for these potential files; the exchange-correlation potential is rough where the density is thin.
